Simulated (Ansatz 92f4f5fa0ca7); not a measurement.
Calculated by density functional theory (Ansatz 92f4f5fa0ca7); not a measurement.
Periodic cell of 223 atoms, Si133O90, from a study of silicon, its oxide and their interface. The atomic structure is a simulated model.
Doubt: the cutoff is far below the 930 eV that the study's wrapper takes by default for these files, so forces and energies are approximate.

Settings: functional PBE; potential files Ansatz PAW; basis plane waves; wave-function cutoff 580 eV; density cutoff ratio 5; exchange-correlation grid ratio 1; k mesh 1 x 1 x 1, Gamma-centred; self-consistency stop 5e-08 eV per atom in the density residual; occupations fixed; spin none; net charge 0.

Cell vectors (angstrom)
a 10.938 0 0
b 0 10.938 0
c 0 0 32.4411

Atoms and the computed forces on them: element, x, y, z (angstrom), force x, y, z (eV/angstrom)
Si 0.3723 -0.2611 25.0048 -0.0087 0.0034 0.0093
Si 5.1205 0.1837 25.0223 0.004 0.0033 0.0117
Si 2.909 2.4501 24.8824 0.0043 0.0037 0.0063
Si 7.9921 2.8973 24.9637 -0.0004 -0.0044 0.0046
Si -0.2639 5.555 25.13 0.0143 -0.0103 0.0207
Si 5.8051 5.1527 25.0766 -0.0075 0.0036 0.0068
Si 2.5693 8.4079 24.8829 -0.0023 -0.0078 0.0074
Si 8.5526 7.887 24.8305 -0.0089 0.0105 0.01
Si 1.425 1.3351 26.3425 -0.0053 0.0013 0.0026
Si 6.8068 1.3147 26.2473 -0.0024 -0.0055 -0.003
Si 4.1065 4.0261 26.2493 -0.0026 0.003 0.0009
Si 9.4935 4.0333 26.4101 0.0051 -0.0021 0.0007
Si 1.4079 6.8003 26.2296 0.0032 -0.0014 -0.0017
Si 6.9228 6.8348 26.2577 -0.007 0.0029 0.0014
Si 4.0498 9.5331 26.348 0.0036 -0.0007 -0.0012
Si 9.618 9.5246 26.2005 -0.0026 0.0057 0.0008
Si 2.7498 -0.0143 27.724 0.0018 0.0028 0.0049
Si 8.2266 -0.0354 27.597 0.0026 -0.001 0.0013
Si 0.0178 2.701 27.6714 0.0006 -0.0005 0.001
Si 5.4768 2.6977 27.6586 0.0012 0.0002 0.0042
Si 2.7653 5.4438 27.619 0.0005 -0.001 0.0007
Si 8.1957 5.4789 27.7157 -0.0016 -0.0032 0.005
Si 0.0323 8.1748 27.6327 0.0013 0.0011 0.0049
Si 5.4999 8.1774 27.6303 0.0018 -0.001 0.0018
Si 4.1018 1.3673 29.0229 0.2138 -0.0465 0.3898
Si 9.5708 1.3673 29.0229 -0.0511 -0.3024 -0.1305
Si 1.3673 4.1018 29.0229 0.1059 0.0529 -0.1453
Si 6.8362 4.1018 29.0229 -0.2858 -0.0309 0.1883
Si 4.1018 6.8362 29.0229 0.1526 -0.1566 -0.2202
Si 9.5708 6.8362 29.0229 0.28 0.0798 0.1774
Si 1.3673 9.5708 29.0229 -0.207 -0.1302 0.2147
Si 6.8362 9.5708 29.0229 0.1247 -0.0128 -0.262
Si 0 0 30.3901 -0.067 -0.0688 0.0093
Si 5.469 0 30.3901 -0.0315 0.0946 -0.0113
Si 2.7345 2.7345 30.3901 0.0215 0.0155 -0.0036
Si 8.2035 2.7345 30.3901 -0.0442 -0.0007 -0.0371
Si 0 5.469 30.3901 -0.0012 0.0628 -0.0179
Si 5.469 5.469 30.3901 -0.0525 -0.0734 0.0206
Si 2.7345 8.2035 30.3901 -0.0611 0.0283 -0.0247
Si 8.2035 8.2035 30.3901 0.0212 0.0195 -0.0117
Si 1.3673 1.3673 31.7574 -0.0153 -0.0228 -0.0296
Si 6.8362 1.3673 31.7574 0.0167 -0.0572 -0.0255
Si 4.1018 4.1018 31.7574 -0.0154 0.0204 0.0078
Si 9.5708 4.1018 31.7574 0.0348 -0.0057 -0.0241
Si 1.3673 6.8362 31.7574 0.0221 -0.0767 -0.0182
Si 6.8362 6.8362 31.7574 0.0283 -0.0167 -0.0246
Si 4.1018 9.5708 31.7574 0.0617 0.0105 -0.0231
Si 9.5708 9.5708 31.7574 0.0149 0.0265 0.0167
Si 2.7345 0 0.6835 -0.0217 0.0144 -0.0037
Si 8.2035 0 0.6835 -0.075 0.1265 0.0155
Si 0 2.7345 0.6835 0.0197 -0.0067 0.0276
Si 5.469 2.7345 0.6835 0.0035 -0.0162 0.0134
Si 2.7345 5.469 0.6835 -0.0601 0.0488 0.0203
Si 8.2035 5.469 0.6835 -0.0305 -0.0009 0.0033
Si 0 8.2035 0.6835 0.0437 -0.0185 0.0217
Si 5.469 8.2035 0.6835 -0.0281 -0.0229 0.0267
Si 4.1018 1.3673 2.0507 -0.01 -0.0196 -0.0211
Si 9.5708 1.3673 2.0507 0.0237 -0.1275 0.0104
Si 1.3673 4.1018 2.0507 0.0173 -0.0213 -0.0088
Si 6.8362 4.1018 2.0507 0.1003 0.061 0.0024
Si 4.1018 6.8362 2.0507 0.058 -0.0243 0.0175
Si 9.5708 6.8362 2.0507 -0.0192 -0.0583 0.0147
Si 1.3673 9.5708 2.0507 0.0076 0.1213 -0.0252
Si 6.8362 9.5708 2.0507 0.0534 0.0004 0.0408
Si 0 0 3.418 -0.045 -0.1666 -0.9922
Si 5.469 0 3.418 -0.4689 -0.0536 0.1753
Si 2.7345 2.7345 3.418 0.3052 0.3246 -0.1373
Si 8.2035 2.7345 3.418 -0.0506 0.4782 0.1659
Si 0 5.469 3.418 -0.1728 -0.2012 0.1316
Si 5.469 5.469 3.418 -0.0392 0.1318 0.0466
Si 2.7345 8.2035 3.418 0.2543 0.11 0.3124
Si 8.2035 8.2035 3.418 -0.0967 -0.0484 0.0173
Si 1.3159 1.387 4.6644 -0.0011 0.0031 0.001
Si 6.7624 1.4349 4.7445 -0.0058 0.0047 0.0005
Si 4.113 4.1364 4.818 0.0036 -0.0028 -0.0052
Si 9.5391 4.1511 4.8608 0.0022 0.0014 -0.0001
Si 1.4007 6.7951 4.7664 0.0045 -0.0102 -0.002
Si 6.782 6.8913 4.8127 0.0061 0.0095 0.0075
Si 4.0697 9.6065 4.8884 0.0008 0.0012 0.0012
Si 9.6354 9.5521 4.7273 0.0044 -0.0109 0.0097
Si 2.5277 0.0794 6.1151 -0.0071 -0.0113 0.0006
Si 8.2562 0.0892 5.9035 0.0035 0.0041 0.0217
Si 0.0587 2.6996 6.08 -0.0016 -0.004 0.0084
Si 5.4813 2.7842 6.2373 0.0038 -0.0077 -0.0041
Si 2.7666 5.537 6.2147 -0.0088 0.0059 0.0083
Si 8.1239 5.5952 6.2565 0.0089 0.001 -0.0037
Si 0.0652 8.1691 6.1051 -0.0013 0.0146 -0.0124
Si 5.4897 8.2374 6.3378 0.0053 -0.0043 0.01
Si 3.7141 1.6586 7.3496 -0.0086 0.009 0.0003
Si 9.477 1.4409 7.3843 0.011 -0.0089 -0.0303
Si 1.5658 3.8967 7.4035 -0.0083 0.0079 -0.0112
Si 6.5669 4.4284 7.6365 0.0264 -0.0199 -0.0051
Si 4.2724 6.6646 7.7193 -0.0166 0.0256 -0.0359
Si 9.4339 7.1727 7.5367 -0.0033 -0.0314 0.0301
Si 1.3271 9.4964 7.5792 0.0051 0.0208 0.009
Si 7.2129 9.6018 7.376 0.0177 -0.0283 -0.0314
O 9.6572 6.7028 24.5338 -0.0052 0.0093 -0.008
O 4.038 1.314 24.4656 0.0003 0.0009 -0.0044
O 8.6413 8.7952 8.2209 -0.0131 0.0201 0.0045
O 2.7081 2.8208 7.9641 0.0154 -0.0144 0.0083
O 6.8942 4.0459 24.4805 0.0053 -0.0042 -0.0062
O 1.4422 9.5399 24.4218 0.0033 -0.0056 -0.0053
O 5.3234 5.4415 7.9311 -0.0059 0.007 0.0122
O -1.3218 0.4221 8.6904 0.0001 0.0006 0.0115
O 7.0657 4.1388 9.188 0.0078 -0.0017 0.0129
O 6.7244 10.6342 8.5602 -0.0197 0.0255 0.0355
O 9.9439 6.5615 8.9238 0.0204 -0.0048 0.0066
O 0.2834 9.4476 8.8983 0.0133 -0.0054 -0.0031
O 4.2021 0.7088 8.5864 0.0026 0.0003 0.0046
O 0.6382 4.5051 8.5553 -0.0526 0.0783 0.1189
O 8.8128 2.7784 8.0624 -0.0034 0.0094 0.0224
O 3.8522 7.0824 9.2826 -0.0054 0.0089 0.0253
O 8.1499 8.3512 23.3031 -0.0008 0.0025 -0.0111
O 8.6984 2.2515 23.619 0.0014 -0.0011 -0.0042
O 5.1629 5.9264 23.7889 0.0001 0.0011 -0.0035
O 2.191 2.9291 23.4524 -0.003 -0.0005 -0.0065
O 10.836 0.6353 23.7134 -0.0021 0.0029 -0.0056
O 0.186 4.6117 23.8649 -0.0022 -0.0057 -0.0098
O 3.3701 7.8722 23.5179 0.004 -0.0019 -0.007
O 5.6221 10.2684 23.7018 0.0012 -0.0034 -0.0102
Si 7.6299 2.4471 18.8803 -0.0004 -0.0039 0.005
Si 3.855 6.4029 22.961 -0.0022 0.0013 0.008
Si -3.9697 12.4304 11.4548 0.0024 0.0061 -0.0076
Si 15.8551 5.1526 15.2868 -0.0001 -0.0014 0.0027
Si 6.9212 3.4737 13.6874 -0.0063 -0.0069 -0.0027
Si 8.1251 5.3535 19.8803 -0.0004 0.0011 0.0057
Si -0.0344 3.0385 15.0732 0.0006 -0.0059 0.0041
Si 5.0015 1.9599 20.5462 -0.0015 -0.0008 0.0064
Si 3.6218 2.5744 16.3513 -0.0001 -0.0009 0.0043
Si 9.5891 1.1478 22.8094 0.0011 0.0003 0.0058
Si 8.4671 3.3666 9.5713 -0.0345 -0.0299 -0.0398
Si -1.2472 9.3 19.3498 -0.0022 -0.0009 0.0062
Si 8.6994 -0.9143 12.3358 0.0008 0.003 -0.0191
Si 10.159 11.2777 14.7756 -0.002 -0.001 -0.0021
Si 5.9836 6.1644 18.0159 -0.0009 -0.0005 0.0049
Si 17.5499 1.7507 16.3207 -0.0006 -0.0018 0.003
Si -0.7122 1.2754 19.895 -0.0021 0.0007 0.0084
Si 5.3567 10.9064 9.4273 0.004 -0.0083 -0.0186
Si 12.0419 3.1401 18.0707 0.0018 -0.0002 0.0088
Si 12.3813 8.1085 19.4226 -0.0001 -0.0008 0.006
Si -2.7399 -1.629 21.9847 -0.0001 0.001 0.0072
Si 2.2903 9.4486 12.5769 0.0062 0.0034 -0.0107
Si 9.326 16.3008 13.9298 -0.0112 -0.0061 0.0059
Si 3.447 10.342 20.0089 0.0001 0.0003 0.0055
Si 10.845 5.382 9.7855 0.0311 -0.0633 -0.1447
Si 5.3044 5.0716 20.6833 -0.0031 0.0025 0.0074
Si 5.526 10.4414 22.0846 0.0019 -0.0019 0.0103
Si 3.8826 -2.4901 17.7382 0.0001 0.0001 0.0053
Si 1.9174 1.0823 14.2523 0.0027 -0.0037 -0.0006
Si 3.4622 8.6222 9.7124 0.0048 -0.0044 -0.0189
Si 3.1784 7.7539 14.8322 0.0047 0.002 0.0012
Si -1.2472 9.8427 9.2483 -0.0127 -0.0036 -0.0276
Si 1.4781 4.3187 22.9296 0.0063 -0.0021 0.0036
Si 0.3916 5.3613 20.1925 0.002 -0.0033 0.0083
Si 8.5537 8.0225 14.5922 -0.0056 0.0061 0.0008
Si 8.1142 9.9914 16.7185 -0.0022 -0.0001 0.0039
Si 11.2744 -3.3801 13.8475 0.0034 0.0139 0.0116
O 7.5805 2.643 17.2771 -0.0005 -0.0009 -0.0011
O 8.3408 4.2136 13.2835 0.0057 0.004 0.001
O 9.4468 -0.3118 16.0608 -0.0003 -0.0013 0.0001
O 3.6714 12.0101 20.0459 -0.0005 0.0001 -0.0011
O 2.6357 9.0973 11.0185 -0.0021 -0.0001 0.0111
O 5.2897 -3.3016 17.916 -0.0006 -0.0017 -0.0006
O 2.7188 9.0716 8.3206 -0.0047 -0.0021 0.0019
O -0.5367 -4.596 13.1456 0.0077 -0.0022 -0.0127
O 8.178 -2.2616 13.1099 0.0004 -0.0051 0.0056
O 16.5801 1.1128 21.7951 -0.0016 0.0022 -0.0021
O 5.9006 5.4347 16.568 -0.0011 -0.0008 -0.0004
O 2.5919 7.6443 18.3589 0.0008 0 -0.002
O 10.5006 10.6276 19.8269 0 -0.0002 -0.0023
O 6.9383 2.2908 14.825 0 0.0004 0.0012
O 5.8334 15.5464 14.0684 0.0002 0.0003 0.0018
O 7.6867 8.7032 15.7976 0.0003 -0.0019 0.0001
O 2.6676 13.7137 17.6874 0.0002 -0.0009 -0.0015
O 10.1771 1.8147 21.443 -0.0001 -0.0007 -0.0055
O 4.0775 9.8562 18.5659 -0.0002 -0.001 -0.0024
O 10.3346 4.5335 14.897 -0.0005 0.0039 -0.0017
O 8.7367 1.3302 19.24 -0.0001 0.0006 0.0003
O 6.1557 12.9461 19.398 0.0012 0.0011 -0.0021
O 9.6923 5.6919 20.2753 -0.0013 0.0002 -0.0007
O 8.1786 2.0955 10.5506 -0.0015 0.0049 0.0106
O 17.8505 0.1578 16.5999 0.0005 -0.0014 0
O 0.9462 4.3711 21.3918 -0.0037 0.002 -0.0075
O 6.9077 5.4 21.0254 0.0007 -0.001 -0.001
O -1.6907 9.6848 10.7962 -0.0044 -0.0006 0.0284
O -3.4513 0.157 12.2277 0.0007 -0.0003 0.0047
O 11.7738 4.6082 18.7868 0.0001 -0.0022 -0.0029
O 8.5055 -1.4208 18.2379 -0.0002 0.0001 -0.0023
O 10.1622 8.2451 14.8583 0.0026 -0.0049 -0.0017
O -0.0406 8.3647 18.7556 0.0001 -0.0014 -0.0007
O 7.5358 6.2343 18.6005 -0.0007 0.0002 -0.001
O 2.013 9.5104 20.1143 -0.0014 -0.0012 -0.0001
O 1.1902 13.5059 14.0425 -0.0015 0.0017 0.0003
O 5.0804 2.0229 16.784 -0.0004 -0.0007 -0.0006
O 3.7651 4.054 15.6642 0 0.0004 0.0001
O 11.4123 2.0412 19.1015 -0.001 0.0002 -0.0021
O 3.4034 8.7438 13.5494 -0.0018 -0.0029 0.0042
O 4.8832 9.4217 9.8622 -0.0016 0.0012 0.0071
O 5.68 0.9943 10.6133 0.0031 0.0074 0.0072
O 8.6947 10.7852 22.4514 -0.0012 -0.0023 -0.0013
O 4.2166 6.516 14.7805 -0.0026 0.0005 0.0009
O 6.6928 -1.4108 21.4184 -0.0016 0.0001 -0.002
O 4.342 6.1969 21.4107 0.0031 -0.0038 -0.0057
O 2.3039 0.1506 12.927 -0.0012 0.0009 0.004
O -1.1102 -0.2209 13.2785 0.0024 0.0015 0.007
O 0.821 11.0988 15.0558 -0.0013 -0.0008 0.0004
O 3.1469 12.3698 15.2614 -0.0018 -0.0002 0.0005
O 5.1216 5.2461 19.07 0.0014 0.0008 -0.0021
O 0.3497 3.0094 16.6492 -0.0016 0.0001 -0.0057
O 4.1804 9.8503 21.386 -0.0016 -0.0011 -0.0024
O 9.6005 4.3128 10.2003 0.029 0.0216 0.0238
O 12.1224 6.795 20.387 -0.0006 0.0007 -0.0014
O -1.1914 1.9232 14.7926 0.0004 0.0011 0.0023
O 6.3969 2.6829 12.3762 0.0022 -0.0054 -0.0008
O 0.8396 8.7262 12.8156 -0.0053 -0.0075 0.0029
O 0.8703 5.9812 10.8257 -0.0219 -0.0131 -0.0292
O 1.646 7.1521 14.7578 -0.0039 -0.0029 -0.0016
O 9.0522 8.6757 20.7416 0.0012 -0.0008 -0.0037
O 2.5657 5.4742 23.2435 0.0004 0.0002 -0.0015
O -2.7103 3.7891 19.5129 -0.0004 -0.0015 -0.0017
O 14.4557 8.6546 16.1624 -0.0016 -0.0021 -0.0017
O 4.7704 3.5309 21.0271 -0.0002 -0.0014 -0.0009
O 8.2668 -4.5235 14.6295 0.0031 -0.0048 -0.0019

Results
free energy: -135730.563 eV
free energy less fixed offsets of O -568.88, Si -635.61 eV per atom: 4.767 eV

The program warned: the cutoff lies below the one the program advises for these potential files; the exchange-correlation potential is rough where the density is thin.
